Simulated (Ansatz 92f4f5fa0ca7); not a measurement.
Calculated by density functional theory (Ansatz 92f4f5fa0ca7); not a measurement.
Periodic cell of 212 atoms, Si132O80, from a study of silicon, its oxide and their interface. The atomic structure is a simulated model.
Doubt: the cutoff is far below the 930 eV that the study's wrapper takes by default for these files, so forces and energies are approximate.

Settings: functional PBE; potential files Ansatz PAW; basis plane waves; wave-function cutoff 580 eV; density cutoff ratio 5; exchange-correlation grid ratio 1; k mesh 1 x 1 x 1, Gamma-centred; self-consistency stop 5e-08 eV per atom in the density residual; occupations fixed; spin none; net charge 0.

Cell vectors (angstrom)
a	10.938	0	0
b	0	10.938	0
c	0	0	31.1618

Atoms and the computed forces on them: element, x, y, z (angstrom), force x, y, z (eV/angstrom)
Si	-0.4839	0.2965	23.7994	-0.0259	0.0262	0.0165
Si	6.1545	-0.4343	23.5723	0.0231	-0.0404	0.019
Si	2.2503	3.2467	23.8682	-0.0168	0.01	0.0074
Si	8.8167	2.1605	23.9012	0.0313	-0.0295	0.0243
Si	0.4386	4.8601	23.9853	0.0212	0.0014	0.0086
Si	5.0993	5.9964	23.6374	-0.0338	0.0162	0.0098
Si	3.3231	7.723	23.7588	0.0359	-0.0069	0.0163
Si	7.9169	8.7403	23.7629	-0.0318	0.0392	0.0182
Si	1.3764	1.3099	24.9183	0.0013	0.0023	-0.0055
Si	6.9132	1.3058	24.9951	0.0017	-0.0059	-0.0004
Si	4.1504	4.1753	24.9205	0.0071	-0.0007	-0.0052
Si	9.6015	3.9817	25.1706	0	-0.0094	-0.0058
Si	1.4501	6.7984	24.9567	-0.0104	-0.0138	-0.0053
Si	6.8804	6.9019	24.9115	-0.0027	-0.0003	-0.0018
Si	4.2852	9.5707	24.8701	-0.0061	-0.0114	-0.0103
Si	9.5419	9.6152	25.2113	-0.0021	-0.0022	-0.0034
Si	2.8023	-0.045	26.2712	0.0028	0.0007	0.0035
Si	8.1744	0.023	26.4998	0.0006	-0.0012	0.0017
Si	0.077	2.6348	26.4476	-0.0091	-0.0008	0.0094
Si	5.4864	2.7305	26.2933	-0.0007	-0.0004	-0.0002
Si	2.7696	5.452	26.3945	-0.0044	-0.0027	0.012
Si	8.1904	5.4764	26.3376	0.0027	0.002	0.0043
Si	0.0496	8.1609	26.3532	-0.0045	0.0046	0.0049
Si	5.5208	8.2016	26.3738	0.0005	0.0058	0.0081
Si	4.1018	1.3673	27.7436	0.0424	0.0054	-0.6526
Si	9.5708	1.3673	27.7436	0.1071	-0.0118	0.8474
Si	1.3673	4.1018	27.7436	0.3196	-0.1732	0.2379
Si	6.8362	4.1018	27.7436	-0.1042	0.0002	-0.3948
Si	4.1018	6.8362	27.7436	0.1548	0.1536	0.0452
Si	9.5708	6.8362	27.7436	0.075	-0.1057	-0.2977
Si	1.3673	9.5708	27.7436	0.354	-0.0459	-0.472
Si	6.8362	9.5708	27.7436	-0.2063	-0.1831	0.6747
Si	0	0	29.1108	-0.1212	0.0589	0.0265
Si	5.469	0	29.1108	-0.0015	-0.0918	0.0297
Si	2.7345	2.7345	29.1108	-0.0237	0.1043	0.0261
Si	8.2035	2.7345	29.1108	0.1413	0.0445	0.0199
Si	0	5.469	29.1108	-0.0707	-0.0491	-0.0147
Si	5.469	5.469	29.1108	-0.044	0.0313	0.0001
Si	2.7345	8.2035	29.1108	0.0632	0.0663	0.0096
Si	8.2035	8.2035	29.1108	-0.0402	0.0983	0.0142
Si	1.3673	1.3673	30.4781	0.0255	-0.0525	-0.003
Si	6.8362	1.3673	30.4781	-0.0155	0.037	-0.0483
Si	4.1018	4.1018	30.4781	0.0422	-0.0335	0.0119
Si	9.5708	4.1018	30.4781	-0.0178	0.0134	-0.0106
Si	1.3673	6.8362	30.4781	0.0092	-0.009	-0.0416
Si	6.8362	6.8362	30.4781	0.0625	-0.0601	-0.0053
Si	4.1018	9.5708	30.4781	-0.0589	0.0112	-0.0163
Si	9.5708	9.5708	30.4781	0.0871	-0.0948	0.0031
Si	2.7345	0	0.6835	0.04	-0.0135	0.0302
Si	8.2035	0	0.6835	-0.0667	0.0634	0.0031
Si	0	2.7345	0.6835	-0.0551	0.0263	-0.0087
Si	5.469	2.7345	0.6835	0.0447	-0.0295	0.0199
Si	2.7345	5.469	0.6835	-0.0333	0.0179	0.0116
Si	8.2035	5.469	0.6835	0.0259	0.0154	0.0406
Si	0	8.2035	0.6835	-0.0098	-0.0094	0.0277
Si	5.469	8.2035	0.6835	-0.074	0.1172	-0.0176
Si	4.1018	1.3673	2.0507	-0.026	0.0242	-0.0249
Si	9.5708	1.3673	2.0507	0.132	0.011	-0.0206
Si	1.3673	4.1018	2.0507	0.0176	-0.028	0.0163
Si	6.8362	4.1018	2.0507	-0.041	0.0021	0.0042
Si	4.1018	6.8362	2.0507	0.0838	-0.0371	-0.0259
Si	9.5708	6.8362	2.0507	-0.0278	0.0215	0.0089
Si	1.3673	9.5708	2.0507	-0.1207	-0.0898	0.0024
Si	6.8362	9.5708	2.0507	0.081	-0.1322	-0.0493
Si	0	0	3.418	-0.113	0.1245	-0.3577
Si	5.469	0	3.418	-0.1323	0.2747	0.5807
Si	2.7345	2.7345	3.418	0.184	-0.1634	-0.1836
Si	8.2035	2.7345	3.418	0.0183	0.0015	0.538
Si	0	5.469	3.418	-0.032	-0.07	0.2116
Si	5.469	5.469	3.418	-0.1915	-0.0116	-0.4246
Si	2.7345	8.2035	3.418	-0.1427	-0.0619	0.4442
Si	8.2035	8.2035	3.418	-0.293	0.1971	-0.8078
Si	1.3746	1.349	4.7604	0.0126	0.0066	-0.0092
Si	6.7998	1.4304	4.8748	-0.0212	0.0021	-0.0181
Si	4.0878	4.124	4.7646	-0.0134	0.0134	-0.0119
Si	9.5959	4.1029	4.8405	0.0206	0.0073	-0.0078
Si	1.3467	6.8077	4.8353	-0.0029	0.0008	-0.0064
Si	6.8068	6.8731	4.7048	-0.0102	0.0264	-0.0252
Si	4.0435	9.6064	4.8376	0.0218	-0.0197	-0.0004
Si	9.4592	9.6488	4.7032	0.0027	-0.0014	-0.0264
Si	2.6749	0.0271	6.2642	0.0002	0.0001	0.0118
Si	8.125	-0.0125	6.2227	0.0013	-0.0113	0.0156
Si	0.0583	2.6886	6.1822	-0.0145	-0.0151	0.0175
Si	5.4951	2.922	6.2466	0.0509	-0.0053	0.0036
Si	2.6531	5.3304	6.2179	0.0226	-0.0091	0.0283
Si	8.206	5.5863	6.0912	-0.0765	-0.0345	0.0367
Si	-0.1203	8.2751	6.0054	-0.029	0.0071	0.011
Si	5.3854	8.1462	6.104	-0.0205	0.0189	-0.0216
Si	3.7735	1.8096	7.4063	-0.0459	0.0313	-0.0343
Si	10.0097	0.9094	7.3418	0.0074	0.0026	-0.0104
Si	1.8593	3.4446	7.5594	0.0442	-0.0378	-0.0487
Si	6.3941	4.9509	7.4129	0.0721	0.0703	0.3181
Si	4.42	6.3615	7.3335	0.0226	0.0402	0.0665
Si	8.9267	7.5217	7.2345	0.0477	0.0624	0.0246
Si	0.6854	10.0309	7.2975	-0.0112	0.025	-0.0221
Si	7.0817	9.1028	7.4011	-0.0041	-0.0061	0.0106
O	0.4996	9.2675	8.7978	0.0187	-0.0106	0.0418
O	1.3421	3.6095	9.1223	-0.0663	0.0398	0.0406
O	9.7555	1.3148	8.9442	0.0151	0.0222	-0.0058
O	6.5616	9.2064	8.9834	-0.0036	0.0185	0.0091
O	4.5243	1.2184	8.7711	-0.0041	-0.0192	0.0187
O	3.8511	6.6838	8.8627	-0.016	-0.0082	-0.0467
O	6.9488	5.4927	8.9257	0.174	-0.1257	-0.1737
O	9.1924	7.4323	8.9928	0.1884	0.268	-0.172
O	2.286	3.2246	22.1726	0.0071	-0.0121	-0.0108
O	6.0231	11.0709	21.9939	-0.0068	0.0204	-0.025
O	8.456	2.6711	22.377	-0.0159	0.0219	-0.0233
O	0.0287	4.6705	22.3471	-0.013	0.0029	-0.0105
O	8.7334	8.4609	22.3221	0.0179	-0.0092	-0.0249
O	2.8933	8.1858	22.2123	-0.0066	0.0111	-0.0191
O	5.6436	5.7054	22.082	0.0153	-0.0128	-0.0055
O	10.5891	10.4408	22.316	0.0069	-0.0119	-0.0181
Si	1.358	4.3616	21.4161	0.0027	0.0094	0.0121
Si	1.515	3.7302	15.6818	0.0035	0.0034	0.0074
Si	8.728	0.6346	10.0094	-0.023	-0.0105	0.0054
Si	6.2142	0.8345	20.5254	0.0032	-0.0021	0.0172
Si	0.348	13.3912	19.3425	0.0068	0.0146	0.0207
Si	4.0382	6.7994	10.4787	0.0596	0.0024	-0.0572
Si	10.0939	9.0436	21.593	0.0099	-0.0114	0.0076
Si	3.6459	7.5829	18.9939	-0.0125	-0.0049	0.0219
Si	8.6287	5.4608	19.4	0.0014	0.0002	0.0183
Si	5.1056	14.0906	19.0622	0.0006	0.0004	0.0165
Si	0.2052	10.6392	14.6252	0.0032	-0.0001	0.0074
Si	6.0017	9.3006	10.5307	0.0134	-0.0159	-0.0287
Si	-2.4631	1.9276	12.9546	0.0012	-0.0103	-0.0404
Si	4.8264	10.2697	18.1153	0.0057	0.0043	0.002
Si	8.3012	0.1623	15.3699	-0.0013	0.0019	0.0035
Si	6.1726	3.6453	13.9849	-0.0016	0.0017	-0.011
Si	12.77	7.3916	21.2528	0.0006	-0.0047	0.0137
Si	-3.7473	8.7109	16.7046	-0.0089	0.0018	0.0039
Si	0.5278	2.336	13.224	-0.0061	-0.0092	0.0048
Si	5.9484	6.6247	14.8233	-0.0077	0.0019	0.0118
Si	3.178	6.3883	16.2546	-0.0021	0.0002	0.002
Si	7.0131	13.4154	16.5494	0.0009	-0.0052	0.003
Si	1.4523	3.7354	10.7423	0.066	-0.0462	0.0445
Si	8.3302	5.7931	9.8372	-1.4247	0.6324	0.0402
Si	1.0553	6.7666	11.5521	0.04	0.0561	0.0307
Si	7.519	7.6052	12.3554	-0.0206	0.0141	-0.0389
Si	8.812	2.5077	20.8093	-0.0001	-0.0039	0.0147
Si	2.7762	12.7156	17.7679	-0.0043	-0.0031	0.0018
Si	5.6974	5.9024	20.4605	0.0004	0.0096	0.0156
Si	5.6496	1.2332	9.9534	0.04	0.0146	0.0099
Si	4.5502	3.8304	11.4477	0.0485	0.0082	-0.0303
Si	-0.5584	7.948	13.7381	-0.0189	0.0168	0.0123
Si	-0.7361	8.6865	9.6964	-0.127	0.098	-0.1126
Si	-1.2682	3.8388	17.0685	-0.004	0.0031	0.0085
Si	0.6246	8.3406	16.3289	0.0063	0.0058	0.0083
Si	-1.3392	8.2223	18.8007	0.0002	0.0069	0.0215
O	4.8337	3.6939	13.0542	-0.0003	-0.0007	0.0112
O	9.2164	-0.9801	10.0618	0.0439	-0.0334	-0.0091
O	1.9769	7.4676	16.2372	0.0027	-0.0052	-0.0038
O	1.3878	3.4326	14.0803	0.0004	0.0041	-0.0038
O	8.1932	8.4766	17.9834	0.0062	-0.0025	0
O	5.0803	4.6191	19.708	-0.0011	-0.0011	-0.0139
O	0.9147	5.1868	11.2393	-0.0466	-0.0328	-0.0402
O	2.1398	5.7917	21.4581	0.0003	-0.001	-0.0019
O	0.0304	4.2565	16.1757	-0.001	0.0022	-0.0065
O	4.7452	5.4137	11.0245	0.0016	-0.0133	0.0258
O	-1.3047	6.7546	19.5693	-0.0031	-0.0025	-0.0076
O	6.2886	7.3574	13.4052	0.0061	0.0058	-0.0166
O	3.6694	3.0122	18.3328	0	0.0033	-0.0106
O	5.8417	9.5743	17.0469	0.0016	-0.0038	-0.0088
O	8.9207	7.5757	13.1653	0.0229	0.0005	0.0163
O	5.5049	2.6934	10.7022	-0.0132	-0.0035	0.0189
O	11.2818	7.9047	21.6785	-0.0097	0.0082	-0.0029
O	6.322	13.863	17.9639	-0.0015	0.001	-0.0034
O	-3.7524	9.0405	11.634	0.0005	0.0055	0.0196
O	0.7365	2.547	11.6169	-0.0033	0.0174	-0.0117
O	7.4767	11.8468	16.5788	-0.0014	-0.0028	-0.0042
O	-0.6815	2.722	18.1074	0.0004	-0.0017	-0.0066
O	5.9765	2.6763	15.2945	-0.0018	-0.0019	0.001
O	10.3208	1.8901	20.5448	-0.0052	0.0013	-0.0069
O	4.8157	7.2166	20.0737	0.0015	0.0016	-0.0114
O	5.3682	-0.1419	10.8209	-0.0083	-0.0042	0.0159
O	5.2287	2.1248	20.332	0.0028	-0.0039	-0.0076
O	9.9163	11.2981	15.4977	-0.0098	0.0055	0.0009
O	-3.0579	11.6647	13.8988	-0.004	-0.0012	0.0123
O	3.7897	6.5097	17.7692	0.0031	-0.0021	-0.0071
O	9.4444	4.7704	9.8164	0.8964	-0.8158	-0.0344
O	7.6731	6.5039	11.1617	0.072	-0.0865	-0.0075
O	0.9997	14.8074	19.9039	-0.0079	-0.0142	-0.0134
O	3.8417	11.4751	17.5429	-0.0033	0.005	-0.0074
O	-2.9838	9.5201	15.5072	0.0024	-0.0007	-0.006
O	2.1585	7.6035	19.6787	0.0032	0.0016	-0.0129
O	7.3906	3.1439	13.0089	-0.0054	0.0031	0.0144
O	8.4204	3.2479	16.2021	0.0007	0.0008	-0.0084
O	-1.9914	16.02	17.8409	-0.0016	0.0029	-0.0067
O	0.666	7.0469	13.1143	0.0089	-0.017	-0.0057
O	8.7577	4.042	20.217	0.0002	0.0042	-0.0107
O	7.1963	6.0889	19.8545	0.0043	-0.0021	-0.013
O	-4.1831	7.2677	16.0897	0.0012	-0.0004	0.0038
O	3.0247	3.4782	11.0952	-0.0335	0.0025	0.0001
O	2.6101	4.8959	15.9527	-0.0001	-0.0003	-0.0033
O	4.3414	6.7042	15.1452	-0.0063	-0.001	0.0026
O	10.9231	7.8024	10.8328	0.0565	-0.113	0.0863
O	11.9241	11.7895	13.7734	0.0042	0.0044	-0.001
O	5.7724	10.7156	19.3685	0.0027	0.0055	0.0012
O	-0.051	8.3999	17.807	-0.0017	-0.0018	-0.0116
O	2.5989	7.1304	11.1807	-0.0308	0.0193	0.0237
O	-0.3144	-1.3811	13.5016	-0.0038	-0.0018	-0.004
O	2.0281	24.2206	16.4199	0.0009	-0.004	-0.0021
O	7.7377	1.398	20.2467	-0.003	0.0004	-0.0112
O	1.5658	12.398	18.8597	-0.0012	-0.003	-0.0059
O	-4.4654	5.1001	14.6402	0.0034	-0.0166	-0.0042
O	-3.7276	0.9975	9.4343	-0.0011	-0.0016	0.0038
O	9.7529	9.3198	20.015	-0.0038	-0.0005	-0.0186
O	-6.0242	8.1284	10.7811	-0.0091	-0.0059	0.0136
O	1.0762	9.8236	15.7516	0.0018	-0.0034	-0.0044
O	-1.0632	2.5238	13.5231	0.0069	0.0055	0.0063
O	3.777	9.1246	18.5411	-0.0041	-0.0007	-0.0036
O	-0.5089	7.6773	15.3486	-0.0045	-0.0063	0.0015
O	8.7692	1.2801	11.4902	-0.0001	0.0008	0.0177

Results
free energy: -129406.675 eV
free energy less fixed offsets of O -568.88, Si -635.61 eV per atom: 4.245 eV

The program warned: the cutoff lies below the one the program advises for these potential files; the exchange-correlation potential is rough where the density is thin.
